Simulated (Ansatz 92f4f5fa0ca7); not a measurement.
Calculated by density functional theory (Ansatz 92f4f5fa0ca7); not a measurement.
Periodic cell of 240 atoms, Si128O80H32, with a vacuum gap, from a study of silicon, its oxide and their interface. The atomic structure is a simulated model.

Settings: functional r2SCAN; potential files Ansatz PAW; basis plane waves; wave-function cutoff 800 eV; density cutoff ratio 5; exchange-correlation grid ratio 1; k mesh 1 x 1 x 1, shifted by 0.5 0.5 0 of a step; self-consistency stop 1e-11 eV per atom in the density residual; occupations fixed; spin none; net charge 0; applied field sawtooth along c, amplitude -0.015 V/angstrom in the program's sign convention, ramp centred at 0.9885 of c and 0.0230 of c wide, no dipole correction.

Cell vectors (angstrom)
a  10.88  0  0
b  0  10.88  0
c  0  0  43.4367

Atoms: element, x, y, z (angstrom)
Si  5.3408  -1.8419  29.8184
Si  8.0051  0.8687  29.8806
Si  5.8713  3.1174  29.7924
Si  8.5776  -5.1119  29.7411
Si  0.4172  -2.3349  29.7788
Si  3.173  0.3814  29.8115
Si  10.8007  3.5611  29.6762
Si  2.6322  -4.5134  29.8382
Si  6.8824  -0.7031  31.1748
Si  9.664  2.0207  31.0612
Si  7.0129  -6.2029  31.1067
Si  9.6964  -3.4923  31.0522
Si  1.5583  -0.7533  31.0868
Si  4.2886  1.9735  31.1135
Si  12.3579  4.7154  31.0421
Si  4.2029  -3.397  31.1481
Si  5.5771  0.6421  32.563
Si  8.3421  3.3404  32.5032
Si  5.6081  -4.8104  32.3982
Si  8.3186  -2.1064  32.3936
Si  11.0406  0.6335  32.3783
Si  13.7498  3.3556  32.3836
Si  11.029  6.0519  32.4706
Si  2.8694  -2.0692  32.5351
Si  4.2171  -0.7189  33.8812
Si  6.9776  1.9922  33.8527
Si  4.2379  -6.1692  33.7556
Si  6.9574  -3.4518  33.7686
Si  9.6819  -0.7331  33.7473
Si  12.392  1.9937  33.7556
Si  9.6818  4.7089  33.8382
Si  12.388  -3.4641  33.8254
Si  1.3585  -1.3667  9.6025
Si  4.0628  1.3462  9.5858
Si  1.3353  4.059  9.6682
Si  4.081  -4.0814  9.6441
Si  6.8047  -1.3603  9.6555
Si  -1.3524  1.3728  9.6771
Si  6.8345  4.0884  9.6235
Si  -1.3848  -4.1008  9.6131
Si  2.6885  0.0201  10.9472
Si  5.4612  2.6883  10.8903
Si  2.7019  5.4385  10.981
Si  5.4462  -2.725  11.0029
Si  -2.7131  0.0047  11.0173
Si  -0.0164  2.7237  11.084
Si  8.1873  5.4289  11.0282
Si  -0.0048  -2.7491  10.9171
Si  1.3288  1.3217  12.4011
Si  4.0757  4.0196  12.217
Si  1.3346  -4.085  12.326
Si  4.0805  -1.3192  12.2844
Si  -4.0615  1.403  12.3387
Si  -1.3144  4.1137  12.4932
Si  6.783  -4.0933  12.3697
Si  -1.3327  -1.3937  12.2956
Si  0.2158  -0.3253  13.6884
Si  2.972  2.4849  13.5873
Si  -0.1649  -5.1402  13.8285
Si  2.4832  -2.4653  13.527
Si  5.1952  0.2782  13.5778
Si  -2.9966  3.016  13.7037
Si  5.589  5.1442  13.5563
Si  -2.4479  -2.9635  13.5977
Si  2.5799  -3.6751  18.0467
Si  7.2577  -3.9648  18.7823
Si  6.187  3.1782  22.5593
Si  3.7286  0.9433  18.2969
Si  8.0658  2.1658  16.697
Si  8.8723  -2.1365  22.9995
Si  2.973  -2.1969  25
Si  1.4433  -1.0346  18.5566
Si  8.6571  2.9874  23.9672
Si  2.129  2.7829  16.5256
Si  4.0618  4.5777  27.6731
Si  4.2791  -3.9382  15.6281
Si  9.5799  -5.1104  23.4717
Si  0.5989  5.2705  16.9399
Si  -1.9848  4.3721  18.553
Si  1.563  -4.2274  23.3372
Si  11.6355  -1.9865  21.4683
Si  6.6948  -1.8909  20.8054
Si  7.167  -3.267  27.6264
Si  5.9431  0.0107  16.5666
Si  5.2764  0.7124  20.8466
Si  7.0022  -2.5369  16.2522
Si  3.0782  -0.4124  22.7703
Si  9.733  0.2091  24.8755
Si  1.8997  2.2807  27.5998
Si  8.7428  3.9637  21.3773
Si  9.343  -1.036  27.7036
Si  4.3856  -5.3953  22.9323
Si  1.789  0.4645  25.0735
Si  -0.2363  0.6125  16.6084
Si  5.0941  -4.2469  25.6205
Si  4.6595  -3.9436  20.1865
Si  5.6088  -2.1026  35.1643
Si  8.3408  0.6098  35.1587
Si  5.5909  -7.5154  35.1487
Si  8.3029  -4.8034  35.1481
Si  11.0234  -2.0837  35.1392
Si  13.7252  0.6529  35.1693
Si  11.0503  3.3389  35.157
Si  2.8899  -4.8212  35.1513
Si  6.9691  -0.7396  36.5115
Si  9.6895  1.9791  36.5166
Si  6.9499  -6.1601  36.5067
Si  9.6681  -3.4468  36.4875
Si  12.3772  -0.7267  36.507
Si  4.2319  2.0003  36.4979
Si  1.5289  -6.1789  36.5087
Si  4.2435  -3.4596  36.5174
Si  1.3522  1.3625  6.9168
Si  4.0765  4.085  6.926
Si  1.3549  -4.0933  6.9483
Si  4.0837  -1.3769  6.9258
Si  6.7974  1.3508  6.9519
Si  -1.3562  4.0708  6.9332
Si  6.7918  -4.0732  6.9118
Si  9.5111  -1.3533  6.9262
Si  -0.0095  0.0126  8.2838
Si  2.7021  2.7296  8.2727
Si  -0.008  -5.4618  8.2937
Si  2.7279  -2.7281  8.2777
Si  5.4353  -0.0256  8.2813
Si  8.1763  2.7102  8.2892
Si  5.4488  5.445  8.2817
Si  8.1476  -2.7187  8.275
O  0.8205  -1.7495  19.8688
O  1.3891  -1.3922  14.1044
O  1.5274  -3.4357  29.2684
O  4.7603  -5.2745  14.8793
O  9.6888  4.678  29.1966
O  -2.4553  2.5033  15.1525
O  2.5337  1.1122  28.509
O  6.9496  1.9833  29.2872
O  2.8123  0.7914  23.8447
O  4.6672  -4.9575  21.4182
O  9.0122  4.5377  24.4059
O  4.258  -0.7309  29.2701
O  7.8202  -4.5088  28.4291
O  0.2383  -0.5816  17.5813
O  5.7132  -4.3826  19.0338
O  2.3896  0.2435  18.8853
O  -0.4956  0.1082  15.09
O  3.428  -5.1161  28.5586
O  11.2488  0.2182  24.3463
O  4.5955  -5.6232  26.3159
O  2.3454  -0.9111  25.7765
O  8.3233  -2.2064  27.2809
O  4.8364  3.9393  22.9874
O  6.9016  -1.1719  17.1068
O  9.0077  -3.5997  23.7335
O  6.5108  -3.8024  26.2542
O  6.0238  -2.5598  28.5259
O  5.7829  -0.2712  14.9843
O  4.5388  -0.0846  17.3448
O  1.5993  1.6406  26.1517
O  1.662  -0.8335  22.1275
O  7.9432  -2.2762  14.9834
O  2.8161  -5.2338  23.2438
O  12.2266  -3.4314  21.9346
O  4.0743  1.3699  14.04
O  7.9262  3.4692  17.6359
O  9.29  -5.4817  21.912
O  4.0379  -3.0335  25.8738
O  3.1755  -3.8874  19.5431
O  8.8761  -0.8899  24.0476
O  3.6624  -4.3294  17.0505
O  8.182  -5.2072  19.1689
O  5.5331  -2.9513  15.7467
O  -1.3609  -4.0701  14.0961
O  -1.6041  1.2241  17.2113
O  10.6312  -1.6579  28.4535
O  6.6349  1.4381  16.8101
O  10.0978  -1.9119  21.9609
O  5.1995  -2.5348  20.7849
O  7.4564  -2.0748  22.2177
O  -1.5748  3.5778  19.912
O  5.2693  3.8455  28.4609
O  11.451  2.8667  28.3341
O  6.7219  4.1001  14.0924
O  0.9068  1.7404  16.5479
O  7.5809  -2.6577  19.6807
O  2.3974  -2.0944  17.7967
O  1.1213  -4.3094  17.7425
O  3.1111  -3.189  14.8275
O  9.8239  -0.25  26.4072
O  2.4802  3.1403  14.9904
O  3.6833  -1.6591  23.6322
O  7.0402  2.8955  23.9072
O  2.9321  3.4856  27.354
O  6.4653  -0.3247  20.4737
O  4.6832  1.4048  19.5136
O  5.2306  -4.5356  24.0289
O  7.5728  -3.6849  17.2222
O  7.1122  4.0161  21.5029
O  5.8521  1.7885  21.8606
O  3.3659  2.2109  17.3743
O  11.1675  -5.1167  23.7154
O  9.2378  2.8294  22.4435
O  0.4225  -5.4475  15.3292
O  4.0717  -0.0329  21.5962
O  9.1713  1.7378  24.8412
O  -0.7773  4.7994  17.6015
O  8.6138  0.0528  28.6265
O  1.7615  -3.1736  24.553
O  1.7058  4.1487  17.2357
H  6.1469  0.0818  37.444
H  7.7881  -1.5642  37.444
H  10.5092  1.1552  37.449
H  8.8696  2.8028  37.449
H  6.1236  -5.3428  37.4391
H  7.7732  -6.9804  37.4391
H  10.4932  -4.2653  37.4199
H  8.846  -2.6253  37.4199
H  13.2052  -1.5423  37.4394
H  11.5588  0.0985  37.4394
H  3.4088  2.8208  37.4303
H  5.0524  1.1772  37.4303
H  0.7077  -5.3565  37.4412
H  2.3501  -7.0014  37.4412
H  5.0626  -4.2841  37.4498
H  3.4239  -2.6356  37.4498
H  2.1744  0.5411  5.9843
H  0.5316  2.1855  5.9843
H  4.8964  3.2613  5.9936
H  3.2531  4.9052  5.9936
H  2.1812  -4.9106  6.0159
H  0.5358  -3.2688  6.0159
H  3.2647  -0.5523  5.9933
H  4.9059  -2.1983  5.9933
H  5.9777  2.1747  6.0195
H  7.6158  0.5256  6.0195
H  -2.1774  4.8932  6.0008
H  -0.5331  3.2503  6.0008
H  5.9668  -3.2546  5.9793
H  7.613  -4.8956  5.9793
H  8.683  -0.5377  5.9938
H  10.3307  -2.1772  5.9938

Results
free energy: -128007.394 eV
free energy less fixed offsets of H -15.71, O -570.45, Si -639.56 eV per atom: -4.994 eV

Forces (eV/angstrom), in the order of the atoms: element, x, y, z
Si  0.0005  -0.0034  -0.0155
Si  0.0001  -0.0046  -0.0126
Si  -0.0073  0.0047  -0.0135
Si  -0.0036  0.0027  -0.0133
Si  -0.0034  0.0041  -0.0128
Si  -0.0043  0.0033  -0.015
Si  0.0027  -0.0003  -0.0092
Si  0.0019  -0.0032  -0.0124
Si  -0.0094  0.01  -0.0143
Si  -0.0044  0.0085  -0.0146
Si  0.0072  -0.0068  -0.0074
Si  0.0006  -0.0033  -0.0137
Si  0.0048  -0.0103  -0.0125
Si  0.0077  -0.0124  -0.0096
Si  -0.0033  0.0013  -0.014
Si  -0.0031  0.007  -0.0146
Si  -0.0072  0.0028  0.0046
Si  -0.0029  0.0019  0.0005
Si  -0.0039  0.0026  0.0082
Si  -0.0035  -0.0049  0.0084
Si  -0.0016  0.003  0.0116
Si  -0.001  0.0014  0.0079
Si  -0.0023  -0.0042  0.0036
Si  0.0016  0.0059  0.0047
Si  0.0024  -0.0033  0.0129
Si  -0.0032  -0.0071  0.013
Si  -0.0046  -0.006  0.0195
Si  -0.0066  -0.0022  0.023
Si  -0.002  0.0012  0.0209
Si  0.004  -0.0005  0.0193
Si  -0.0002  0.0009  0.0118
Si  0.0008  -0.003  0.0132
Si  0.0003  -0.0001  -0.0136
Si  -0.003  0.0077  -0.0107
Si  -0.0026  -0.0032  -0.0229
Si  0.006  0.0063  -0.0187
Si  -0.0016  -0.0034  -0.0198
Si  0.0012  -0.0011  -0.0248
Si  -0.0005  0.0029  -0.013
Si  -0.0124  -0.0006  -0.0135
Si  -0.001  -0.0023  0.0004
Si  0.0033  -0.0021  -0.0036
Si  -0.0063  -0.0005  -0.0108
Si  0.0004  -0.0052  -0.0108
Si  -0.0008  -0.0008  -0.0111
Si  -0.0062  -0.0029  -0.0099
Si  0.0032  -0.0039  -0.0001
Si  0.005  -0.0034  -0.0035
Si  0.0007  -0.0088  0.0141
Si  0.0026  -0.0011  0.0154
Si  -0.0105  0.0054  0.013
Si  -0.0041  0.0048  0.02
Si  -0.0012  0.0026  0.0121
Si  -0.003  0.0076  0.0157
Si  -0.0026  -0.0092  0.0161
Si  0.0068  -0.0108  0.0165
Si  0.0092  -0.0073  -0.0221
Si  0.0005  -0.0037  -0.0223
Si  -0.0078  0.007  -0.0161
Si  0.003  -0.0003  -0.0063
Si  0.0015  0.0031  -0.0199
Si  -0.0095  0.0053  -0.016
Si  -0.0052  -0.0035  -0.0128
Si  0.0025  -0.0024  -0.0199
Si  -0.0031  -0.008  -0.0284
Si  0.0041  -0.0004  -0.0341
Si  0.001  -0.0059  -0.0288
Si  0.0029  0.003  -0.032
Si  -0.0032  -0.0042  -0.0286
Si  -0.0114  0.0022  -0.025
Si  -0.0085  -0.002  -0.0263
Si  0  0.0066  -0.0327
Si  0.0134  0.0026  -0.0242
Si  0  -0.0019  -0.0272
Si  -0.0055  0.003  -0.0317
Si  0.0039  0.0058  -0.0226
Si  -0.0151  -0.0019  -0.0211
Si  0  0.0064  -0.0406
Si  0.0031  0.003  -0.0298
Si  0.0025  0.0023  -0.0283
Si  0.0092  0.009  -0.0275
Si  -0.0057  0.0013  -0.0324
Si  -0.0031  -0.0026  -0.0327
Si  0.0123  0.0067  -0.0365
Si  0.0082  0.0004  -0.0358
Si  0.0014  0.0078  -0.0322
Si  0.0046  0.0026  -0.0386
Si  -0.006  0.0036  -0.0358
Si  -0.002  0.0031  -0.0377
Si  0.0378  -0.0019  -0.0356
Si  -0.001  0.0028  -0.0401
Si  0.0083  -0.0041  -0.0351
Si  0.0014  -0.0028  -0.0332
Si  -0.0051  -0.0022  -0.0257
Si  0  0.0028  -0.0471
Si  0.0017  0.004  -0.0315
Si  -0.0091  -0.0007  0.1832
Si  -0.002  -0.0038  0.1888
Si  -0.0057  0.013  0.1805
Si  0.0082  -0.0082  0.1799
Si  0.0043  -0.0078  0.1822
Si  -0.0027  0.0046  0.1797
Si  -0.0045  -0.0082  0.1867
Si  -0.001  -0.0029  0.1861
Si  0.0386  -0.0495  0.3382
Si  0.0512  -0.0292  0.283
Si  -0.0526  0.0201  0.3329
Si  -0.0392  0.0556  0.3757
Si  -0.0263  0.0509  0.3324
Si  -0.0619  0.0508  0.3792
Si  0.0369  -0.0398  0.3111
Si  0.0221  -0.0304  0.2821
Si  -0.0179  0.0199  -0.3217
Si  -0.0078  0.0312  -0.282
Si  0.0263  -0.0319  -0.3493
Si  0.0294  -0.0302  -0.4424
Si  0.0338  -0.0123  -0.3572
Si  0.0145  -0.0593  -0.4236
Si  -0.0271  0.02  -0.3183
Si  -0.0208  0.015  -0.2899
Si  -0.0041  0.006  -0.1856
Si  -0.0041  0.0007  -0.1851
Si  0.0004  -0.0014  -0.1802
Si  0.0015  -0.009  -0.178
Si  0.006  -0.0076  -0.1788
Si  -0.0058  0.003  -0.1753
Si  0.0051  -0.0056  -0.1818
Si  0.0029  -0.0031  -0.1842
O  -0.0041  -0.0045  0.0316
O  -0.0031  -0.0006  0.0058
O  -0.0024  -0.0007  0.0101
O  0.002  0.0135  0.01
O  -0.0012  0.0012  0.0143
O  0.0039  -0.0061  0.0204
O  0.005  -0.0095  0.0199
O  0.0007  -0.0014  0.0115
O  -0.0046  -0.0055  0.0168
O  -0.0017  0.0001  0.025
O  -0.0033  -0.0004  0.0097
O  -0.0012  -0.0019  0.0113
O  0.0062  -0.0085  0.0233
O  0.014  -0.0046  0.0167
O  0.0061  0.0008  0.0195
O  0.0007  -0.0056  0.0059
O  0.003  0.0036  0.0207
O  -0.0099  0.0087  0.026
O  0.0002  0.0022  0.0211
O  -0.001  -0.0092  0.0274
O  0.0012  0.0019  0.0142
O  0.001  0.0039  0.0176
O  -0.0012  0.0017  0.0122
O  -0.0025  -0.0029  0.0013
O  -0.0058  -0.0001  0.012
O  0.0117  0.0039  0.0211
O  -0.0104  0.0095  0.0219
O  0.0082  0.0034  0.0164
O  -0.0077  0.0039  0.0176
O  0.0061  0.0101  0.0222
O  0.0081  0.0002  0.0029
O  -0.0119  0.0001  0.0164
O  -0.0024  0.003  0.0233
O  0.0029  -0.0047  0.0132
O  -0.0037  0.0017  -0.0001
O  0.0095  0.0067  0.0142
O  0.0056  0.0041  0.01
O  0.0048  -0.0053  0.0114
O  0.0053  0.0026  0.0111
O  0.001  0.0075  0.0109
O  0.0006  0.0092  0.0088
O  -0.0035  0.0052  0.0001
O  -0.0007  -0.0074  0.0056
O  -0.0015  0.0008  0.0096
O  0.0025  0.0046  0.0091
O  0.0068  -0.0009  0.0238
O  0.0032  0.0009  0.0029
O  -0.0025  -0.0031  0.0189
O  0.0017  -0.0034  -0.0009
O  0.0054  0.0017  0.0091
O  -0.0037  0.0047  0.0212
O  0.0087  -0.007  0.0225
O  -0.0125  0.0112  0.0238
O  -0.0022  -0.0014  0.0122
O  -0.0011  -0.0088  0.0085
O  -0.012  0.0015  0.0216
O  -0.0042  0.0023  0.0138
O  0.0044  0.0068  0.0071
O  0.0132  -0.0071  0.0246
O  -0.0107  -0.0115  0.0273
O  -0.0114  -0.0042  0.0213
O  -0.0073  0.0013  0.0219
O  0.016  -0.0001  0.0113
O  0.0034  -0.002  0.0143
O  0.005  -0.0043  0.0049
O  0.0052  0  0.0246
O  0.0039  0.0086  0.0204
O  -0.0096  -0.0082  0.0245
O  0.0185  -0.0046  0.0161
O  0.0032  0.007  0.009
O  0.0026  -0.0091  0.0168
O  -0.0009  0.0074  0.0133
O  -0.0066  -0.0047  0.0239
O  0.0047  -0.002  0.0145
O  -0.0039  0.0024  0.0233
O  0.0029  -0.0151  0.0146
O  -0.0104  -0.0041  0.0138
O  -0.0098  0.0117  0.0218
O  0.0061  0.0044  0.0121
O  -0.0019  0.0016  0.007
H  0.2732  -0.2548  -0.2807
H  -0.3312  0.3376  -0.2315
H  -0.3277  0.3615  -0.2387
H  0.2475  -0.2704  -0.2881
H  0.3512  -0.3181  -0.2478
H  -0.2713  0.2548  -0.2854
H  -0.2651  0.2715  -0.2832
H  0.3325  -0.3371  -0.2418
H  -0.2653  0.2572  -0.2892
H  0.3034  -0.3877  -0.2396
H  0.3677  -0.311  -0.2317
H  -0.2687  0.261  -0.2857
H  0.2686  -0.2646  -0.2762
H  -0.3308  0.3383  -0.2413
H  -0.3441  0.322  -0.2461
H  0.2609  -0.2645  -0.2831
H  -0.2729  0.2659  0.2873
H  0.3135  -0.3342  0.2565
H  -0.2959  0.2678  0.2759
H  0.3491  -0.2814  0.2586
H  -0.3352  0.3044  0.2592
H  0.2619  -0.2914  0.2853
H  0.2751  -0.2651  0.2844
H  -0.347  0.3268  0.2548
H  0.2878  -0.2786  0.2842
H  -0.3169  0.3302  0.258
H  0.2638  -0.2827  0.288
H  -0.3217  0.3332  0.2548
H  0.3297  -0.3352  0.2593
H  -0.2633  0.2768  0.2834
H  0.3167  -0.3255  0.2542
H  -0.2511  0.2986  0.278

The program warned: the cutoff lies below the one the program advises for these potential files; the forces do not sum to zero within the program's tolerance; empty levels may hold ghost states of the PAW files; the exchange-correlation potential is rough where the density is thin.
